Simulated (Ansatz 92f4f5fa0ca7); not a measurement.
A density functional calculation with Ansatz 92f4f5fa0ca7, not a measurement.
Periodic cell of 224 atoms, Si133O89H1N1, from a study of silicon, its oxide and their interface. The atomic structure is a simulated model.

Settings: functional PBE; potential files Ansatz PAW; basis plane waves; wave-function cutoff 700 eV; density cutoff ratio 5; exchange-correlation grid ratio 1; k mesh 2 x 2 x 1, shifted by 0.5 0.5 0.5 of a step; self-consistency stop 5e-08 eV per atom in the density residual; occupations fixed; spin none; net charge 0.

Cell vectors (angstrom)
a, 10.938, 0, 0
b, 0, 10.938, 0
c, 0, 0, 32.226

Atoms: element, x, y, z (angstrom)
Si, 0.1343, -0.2575, 24.8707
Si, 5.2401, 0.0716, 24.8897
Si, 3.1285, 2.4455, 24.7422
Si, 7.842, 2.9209, 24.6891
Si, -0.3135, 5.5609, 24.5537
Si, 5.8145, 5.3846, 24.5755
Si, 2.315, 8.4142, 24.7938
Si, 8.5668, 7.9334, 24.9538
Si, 1.3939, 1.3906, 26.0106
Si, 6.8045, 1.335, 26.1089
Si, 4.1833, 4.1766, 25.9423
Si, 9.5139, 4.0279, 25.977
Si, 1.274, 6.7117, 26.0095
Si, 6.8861, 6.8033, 26.1158
Si, 4.0019, 9.4705, 26.1142
Si, 9.6498, 9.5092, 26.2803
Si, 2.7137, 0.0062, 27.4511
Si, 8.2095, -0.0029, 27.4679
Si, 0.0015, 2.7323, 27.3876
Si, 5.4591, 2.768, 27.4335
Si, 2.7521, 5.4488, 27.3752
Si, 8.2371, 5.4206, 27.4511
Si, 0.0665, 8.1094, 27.5196
Si, 5.4706, 8.1751, 27.4373
Si, 4.1018, 1.3673, 28.8077
Si, 9.5708, 1.3673, 28.8077
Si, 1.3673, 4.1018, 28.8077
Si, 6.8362, 4.1018, 28.8077
Si, 4.1018, 6.8362, 28.8077
Si, 9.5708, 6.8362, 28.8077
Si, 1.3673, 9.5708, 28.8077
Si, 6.8362, 9.5708, 28.8077
Si, 0, 0, 30.175
Si, 5.469, 0, 30.175
Si, 2.7345, 2.7345, 30.175
Si, 8.2035, 2.7345, 30.175
Si, 0, 5.469, 30.175
Si, 5.469, 5.469, 30.175
Si, 2.7345, 8.2035, 30.175
Si, 8.2035, 8.2035, 30.175
Si, 1.3673, 1.3673, 31.5422
Si, 6.8362, 1.3673, 31.5422
Si, 4.1018, 4.1018, 31.5422
Si, 9.5708, 4.1018, 31.5422
Si, 1.3673, 6.8362, 31.5422
Si, 6.8362, 6.8362, 31.5422
Si, 4.1018, 9.5708, 31.5422
Si, 9.5708, 9.5708, 31.5422
Si, 2.7345, 0, 0.6835
Si, 8.2035, 0, 0.6835
Si, 0, 2.7345, 0.6835
Si, 5.469, 2.7345, 0.6835
Si, 2.7345, 5.469, 0.6835
Si, 8.2035, 5.469, 0.6835
Si, 0, 8.2035, 0.6835
Si, 5.469, 8.2035, 0.6835
Si, 4.1018, 1.3673, 2.0507
Si, 9.5708, 1.3673, 2.0507
Si, 1.3673, 4.1018, 2.0507
Si, 6.8362, 4.1018, 2.0507
Si, 4.1018, 6.8362, 2.0507
Si, 9.5708, 6.8362, 2.0507
Si, 1.3673, 9.5708, 2.0507
Si, 6.8362, 9.5708, 2.0507
Si, 0, 0, 3.418
Si, 5.469, 0, 3.418
Si, 2.7345, 2.7345, 3.418
Si, 8.2035, 2.7345, 3.418
Si, 0, 5.469, 3.418
Si, 5.469, 5.469, 3.418
Si, 2.7345, 8.2035, 3.418
Si, 8.2035, 8.2035, 3.418
Si, 1.3882, 1.4011, 4.8672
Si, 6.842, 1.3497, 4.8983
Si, 4.0785, 4.0757, 4.7616
Si, 9.559, 4.0569, 4.7539
Si, 1.3596, 6.9225, 4.7306
Si, 6.8104, 6.8398, 4.7079
Si, 4.0956, 9.6215, 4.8904
Si, 9.5267, 9.6543, 4.7088
Si, 2.7567, 0.1155, 6.3903
Si, 8.3346, -0.0061, 6.2912
Si, -0.0244, 2.7975, 6.2279
Si, 5.4224, 2.7781, 6.2393
Si, 2.6855, 5.4992, 6.0261
Si, 8.1497, 5.4346, 6.0056
Si, 0.0408, 8.4264, 6.0075
Si, 5.5601, 8.1935, 6.159
Si, 4.063, 1.6306, 7.8366
Si, 9.8815, 1.2348, 7.728
Si, 0.9043, 4.6852, 7.3697
Si, 6.6373, 4.3584, 7.4894
Si, 4.3556, 6.5146, 7.3005
Si, 9.5759, 6.9242, 7.0416
Si, 1.0677, 9.895, 7.6061
Si, 7.3893, 9.0726, 7.4453
O, 9.5714, 6.8069, 24.2623
O, 4.1784, 1.2236, 24.4086
O, 8.5159, 7.9164, 7.8972
O, 3.2406, 2.4951, 9.0048
O, 6.8251, 4.1291, 24.1726
O, 2.8354, 7.7107, 23.4119
O, 5.4833, 5.467, 7.8907
N, 0.1467, 0.1688, 8.5338
O, 7.2199, 3.7963, 8.9207
O, 6.7962, 9.616, 8.8769
O, 10.6661, 5.8453, 7.7705
O, 1.5699, 8.8043, 8.745
O, 5.2258, 0.8265, 8.7106
O, 1.3812, 4.3145, 8.8771
O, 9.1391, 2.0325, 8.9693
O, 3.4732, 6.9219, 8.6204
O, 7.9848, 8.7819, 23.7009
O, 8.3307, 2.1913, 23.2962
O, 5.4841, 6.2775, 23.2064
O, 2.8312, 2.9854, 23.2152
O, 12.1855, -1.3503, 24.3163
O, 0.0564, 4.8833, 23.0725
O, 4.0428, 7.4041, 21.1829
O, 10.971, 21.0517, 20.7937
Si, 5.3793, 4.8473, 16.7066
Si, 0.54, 8.7685, 20.0627
Si, 6.0718, 9.3268, 12.1416
Si, 13.3521, 4.8939, 12.6372
Si, 8.6549, 2.9889, 12.8666
Si, 9.8901, 0.0521, 12.7565
Si, 2.0536, 3.2466, 9.8817
Si, 2.5905, -3.7276, 21.8847
Si, 17.711, 7.0315, 15.5136
Si, 7.0799, 11.1167, 18.6468
Si, 8.5415, 3.3411, 9.7797
Si, 3.4751, 13.1025, 13.9913
Si, 5.8151, 0.4735, 14.3518
Si, 6.9755, 5.9655, 19.2565
Si, 0.8075, 4.7803, 21.5955
Si, 13.6688, -0.9836, 18.2122
Si, 3.3225, 2.824, 17.059
Si, 5.3963, 10.2811, 9.3455
Si, 9.5217, 6.5553, 16.5185
Si, 16.4802, 7.0513, 21.7433
Si, 9.796, 4.7895, 19.0685
Si, 1.8646, -0.3406, 12.7035
Si, 5.2033, 20.5198, 16.5819
Si, 8.4627, 8.1315, 12.9575
Si, 11.4197, 0.5425, 10.2403
Si, 7.0136, 9.5972, 22.7139
Si, 11.3268, 11.679, 20.8733
Si, -0.6167, -5.2377, 13.5298
Si, 4.4248, 1.1653, 19.5654
Si, 3.0148, 8.3137, 9.2947
Si, 1.0004, 1.3372, 17.8094
Si, 3.3755, 7.9128, 12.409
Si, 2.5142, 2.314, 21.7636
Si, 7.3021, 2.7275, 15.4054
Si, 8.8118, 8.4403, 18.5855
Si, 9.0531, 0.9155, 22.5927
Si, 9.2457, 2.2083, 17.5436
O, 6.1688, 8.3142, 16.2995
O, 5.0184, 1.7218, 13.6451
O, 13.1102, 5.6516, 21.7674
O, 6.5023, 10.4423, 13.2463
O, 2.5073, 9.1346, 13.1251
O, 1.6458, 0.9296, 21.9165
O, 2.9407, 8.0204, 10.8591
O, 3.5401, -0.2139, 19.4177
O, 10.3151, -4.7356, 15.121
O, 9.5901, -3.9848, 12.7075
O, 3.8232, 4.3794, 16.9232
O, 8.2072, 9.935, 18.8978
O, 9.4098, 8.136, 17.0518
O, 14.3181, 2.0737, 15.6126
O, 7.4825, 7.6006, 14.1663
O, 11.8543, 5.4005, 13.0597
O, 4.9411, 8.2776, 12.6698
O, 6.2173, 6.0272, 20.6889
O, 9.9313, 14.1735, 18.6074
O, 5.5324, 5.9509, 15.4878
O, 7.5634, 7.4385, 18.8849
O, 1.5982, 8.9598, 18.8308
O, 12.3473, 3.3408, 21.1285
O, 8.1469, 2.9321, 11.3137
O, 10.0799, -2.8479, 19.5682
O, -0.2078, -5.7716, 20.3626
O, 6.0483, 10.5742, 17.5311
O, 3.2353, 6.3224, 12.8011
O, 6.0156, 0.7498, 19.7962
O, 10.1692, 5.7029, 17.754
O, 1.6878, -0.2742, 11.0443
O, 8.2251, 4.9525, 19.4574
O, 6.1534, 14.4266, 16.2522
O, 11.8141, 1.2267, 19.4181
O, 7.4011, 14.2168, 13.876
O, 4.844, 10.4261, 15.2318
O, 9.6273, 4.2595, 13.2027
O, 8.7257, 2.9438, 16.184
O, 7.9447, 6.1638, 16.2763
O, 4.2383, 2.0644, 18.2
O, 4.0993, 9.4416, 8.8329
O, 5.4308, -0.6954, 10.9567
O, 9.9429, 12.4181, 21.344
O, 1.7442, 2.7619, 17.4899
O, 10.1078, 0.2472, 23.6431
O, 6.3664, 8.4773, 21.7208
O, 2.5125, 4.1807, 11.1496
O, -1.6717, 1.4946, 13.2485
O, 2.6441, 11.9409, 13.2022
O, -0.4733, 23.0729, 17.1288
O, 7.9507, 10.7641, 22.0431
O, 6.9641, 1.1269, 15.3102
O, 1.9432, 0.1085, 17.2779
O, 9.5902, 4.558, 9.99
O, 14.7393, 9.1249, 17.2944
O, 0.4188, -0.1731, 13.4249
O, 10.0662, 0.2076, 11.1175
O, 7.3943, -2.5039, 11.7329
O, 0.9452, 2.1271, 10.3454
O, 3.8494, 2.0292, 20.8517
O, 16.733, 10.3207, 23.5069
O, 1.3291, 7.9561, 21.2092
O, 5.9195, 5.4377, 18.1317
O, 13.9769, 3.7004, 13.5927
O, 7.9666, 1.466, 18.2108
O, 9.1329, -1.3303, 13.2137
H, 9.9864, 5.0448, 9.2395

Results
free energy: -135584.122 eV
free energy less fixed offsets of H -17.10, N -388.26, O -569.03, Si -635.61 eV per atom: 1.038 eV

Forces (eV/angstrom), in the order of the atoms: element, x, y, z
Si, 0.0016, -0.0191, -0.0362
Si, 0.0003, 0.0053, -0.0214
Si, 0.0248, -0.0309, -0.0496
Si, -0.0115, -0.0016, -0.0251
Si, -0.0074, 0.0089, -0.0163
Si, 0.0244, -0.0072, -0.0421
Si, -0.0013, 0.022, -0.0267
Si, 0.0192, 0.0033, -0.0719
Si, -0.0209, -0.0147, 0.0044
Si, 0.0195, 0.0146, 0.001
Si, 0.0045, 0.0245, 0.0099
Si, 0.0143, 0.0132, 0.0078
Si, -0.0089, 0.0058, -0.0163
Si, -0.0159, 0.0045, 0.0205
Si, 0.0081, 0.0029, -0.002
Si, -0.0252, 0.0004, 0.0055
Si, 0.0042, 0.0032, -0.0095
Si, -0.0132, 0.0146, -0.0144
Si, -0.0013, -0.0006, 0.0159
Si, -0.0027, 0.0052, -0.0144
Si, 0.0038, -0.0038, 0.0213
Si, 0.0109, -0.0171, -0.0082
Si, 0.0213, -0.0233, -0.0103
Si, -0.0045, 0.0023, -0.0037
Si, -0.0802, 0.1549, -0.0661
Si, 0.1518, 0.1361, -0.0876
Si, 0.0482, -0.018, -0.4259
Si, 0.0739, -0.1012, 0.1458
Si, -0.111, -0.196, -0.1762
Si, -0.0744, -0.3662, 0.3932
Si, 0.2038, -0.0998, 0.3137
Si, -0.1719, -0.0286, -0.0214
Si, -0.0516, -0.0542, -0.0153
Si, 0.0174, -0.0115, -0.018
Si, -0.0342, -0.0601, -0.0254
Si, -0.0361, 0.026, 0.0031
Si, -0.0926, 0.0503, 0.0149
Si, -0.0186, -0.0197, -0.0221
Si, 0.0462, 0.1253, 0.0118
Si, -0.0067, -0.0674, -0.0274
Si, 0.049, 0.0203, 0.013
Si, 0.0381, -0.0193, -0.0066
Si, 0.0165, 0.0087, 0.002
Si, 0.0823, -0.0377, 0.0009
Si, 0.0162, -0.0355, -0.0144
Si, -0.0348, 0.0354, 0.0053
Si, -0.0101, -0.0596, 0.0004
Si, -0.0327, 0.0246, 0.0064
Si, 0.0068, -0.0466, -0.0145
Si, -0.0041, -0.0077, 0.0121
Si, -0.1289, 0.0332, 0.005
Si, 0.0035, 0.0018, -0.0068
Si, -0.0281, 0.0594, 0.003
Si, 0.0129, 0.0171, -0.0069
Si, 0.0097, -0.027, -0.002
Si, 0.0019, 0.0375, -0.0022
Si, -0.0421, 0.0263, 0.0378
Si, 0.0692, 0.0147, -0.0137
Si, 0.0644, 0.0073, 0.0223
Si, -0.0931, -0.0644, 0.0235
Si, 0.0629, 0.0007, -0.0036
Si, -0.0058, 0.0135, -0.0046
Si, 0.1244, 0.1093, 0.0226
Si, 0.0062, -0.1014, 0.0055
Si, 0.3289, 0.5732, -0.0694
Si, 0.0551, 0.0396, 0.6393
Si, -0.1109, -0.2946, -0.0994
Si, -0.3029, -0.4358, 0.101
Si, -0.0906, 0.075, 0.1045
Si, -0.3402, -0.1612, -0.34
Si, 0.4583, 0.573, -0.0531
Si, -0.0823, 0.12, -0.3687
Si, 0.002, -0.0098, 0.0087
Si, -0.0074, -0.0037, -0.0054
Si, 0.0144, -0.0065, 0.0157
Si, 0.0045, -0.0075, -0.0066
Si, -0.0073, 0.0073, 0.0099
Si, -0.0232, 0.0069, 0.0049
Si, -0.0041, 0.017, 0.0068
Si, -0.0109, 0.03, -0.0036
Si, -0.0098, 0.0171, -0.0397
Si, 0.0278, -0.0058, 0.006
Si, -0.0014, -0.0049, 0
Si, 0.0006, -0.0135, -0.0227
Si, -0.0078, -0.0002, 0.008
Si, -0.0068, -0.0162, 0.0076
Si, 0.0089, -0.0282, 0.0173
Si, -0.0044, -0.0294, -0.0097
Si, 0.0148, 0.0162, 0.0685
Si, -0.0109, -0.001, 0.0358
Si, -0.0203, 0.0286, 0.0307
Si, -0.0134, 0.0162, 0.049
Si, -0.0015, -0.0128, 0.0113
Si, -0.0023, 0.0039, -0.0056
Si, -0.0201, -0.0165, 0.0484
Si, 0.0223, -0.035, 0.0324
O, 0.0002, -0.0026, -0.0245
O, -0.0166, 0.0094, -0.0261
O, -0.0311, 0.0296, 0.0292
O, 0.0039, -0.0201, -0.0192
O, -0.0078, 0.009, -0.0255
O, -0.0221, 0.0048, -0.0112
O, 0.0097, -0.009, 0.0314
N, -0.0083, 0.0008, 0.004
O, 0.0074, 0.0065, -0.0166
O, -0.0104, 0.0068, -0.0106
O, 0.0223, -0.0234, 0.034
O, 0.0233, 0.0197, -0.0152
O, -0.0235, -0.0099, -0.0049
O, 0.0048, -0.0139, -0.0184
O, 0.0048, 0.001, -0.0142
O, 0.0105, 0.0209, 0.0039
O, -0.0032, -0.0129, 0.026
O, 0.0023, -0.0042, 0.0084
O, 0.0055, -0.0174, 0.0023
O, -0.0056, -0.0158, 0.0017
O, 0.0007, -0.0084, -0.0254
O, 0.0006, 0.0229, 0.0038
O, 0.0069, -0.0161, 0.0193
O, 0.018, 0.0178, -0.0064
Si, -0.0062, 0.0011, 0.0001
Si, -0.004, -0.0021, -0.0009
Si, 0.0013, 0.0042, 0.0011
Si, 0.002, 0.0009, 0.0043
Si, -0.012, 0.0029, -0.002
Si, -0.0007, -0.0002, 0.0037
Si, -0.0111, 0.0097, 0.0153
Si, 0.003, -0.0063, 0.0078
Si, -0.001, -0.0038, 0
Si, -0.0011, 0.006, 0.0017
Si, 0.0012, 0.008, 0.009
Si, 0.0082, 0.0001, 0.0118
Si, 0.0029, 0.0007, 0.0017
Si, -0.0076, -0.0022, -0.0002
Si, 0.0038, 0.0026, -0.0059
Si, 0.0011, -0.0058, -0.0049
Si, 0.0015, 0.0039, -0.0026
Si, -0.0076, -0.0161, 0.0012
Si, 0.0042, -0.0003, -0.004
Si, 0.0041, 0.0069, -0.0086
Si, 0.0063, 0.0005, -0.0011
Si, -0.002, 0.0003, 0.0018
Si, -0.0033, 0.0007, -0.002
Si, -0.0091, -0.0044, -0.0011
Si, -0.0023, 0.002, 0.0037
Si, -0.0018, 0.0079, 0.0105
Si, -0.003, 0.0007, 0.0036
Si, 0.0128, 0.0048, 0.0098
Si, 0.006, 0.0017, 0.0038
Si, 0.0128, -0.0045, -0.005
Si, 0.0032, 0.002, -0.0066
Si, 0.0015, 0.0036, -0.0057
Si, 0.0038, -0.0021, 0.0026
Si, 0.0029, 0.0002, -0.0016
Si, 0.0018, 0.0024, -0.0029
Si, -0.006, -0.0065, -0.0005
Si, 0.0011, 0.0016, -0.0034
O, -0.0083, 0.0062, -0.0072
O, 0.0055, -0.0184, 0.0163
O, 0.0001, 0.0232, 0.0113
O, -0.0108, -0.0067, 0.0043
O, 0.0057, 0.0149, -0.0152
O, -0.0042, 0.0167, -0.0224
O, 0.0127, 0.0028, 0.0014
O, 0.0094, 0.0146, -0.0285
O, -0.0107, -0.005, -0.0073
O, -0.01, -0.0027, 0.0302
O, 0.0154, -0.0256, 0.0029
O, -0.0058, -0.0069, -0.0076
O, -0.0075, -0.0205, 0.0249
O, 0.0059, 0.0249, 0.0002
O, 0.015, 0.0033, -0.0046
O, 0.0018, 0.0002, 0.0008
O, -0.0044, 0.0194, -0.0183
O, -0.0006, 0.0259, -0.0051
O, -0.0152, 0.0135, -0.0096
O, 0.0067, -0.014, 0.0278
O, 0.0154, -0.0127, 0.0097
O, -0.0003, 0.0152, 0.0076
O, 0.0028, -0.0069, 0.0036
O, 0.01, -0.0012, 0.011
O, -0.0042, 0.0075, -0.014
O, -0.011, -0.0054, -0.009
O, -0.0016, -0.0137, -0.0022
O, -0.0006, -0.0094, 0.0075
O, -0.0223, 0.0056, -0.0086
O, -0.0262, -0.0006, -0.0013
O, -0.0147, 0.021, 0.0341
O, 0.0078, 0.0212, -0.0136
O, 0.0091, 0.0136, -0.009
O, -0.0047, -0.0086, -0.0031
O, 0.0075, -0.0217, 0.0173
O, 0.0287, -0.0008, 0.0116
O, -0.0092, -0.004, -0.0258
O, -0.019, -0.0181, 0.0095
O, 0.0219, 0.0103, -0.0147
O, -0.0219, -0.005, 0.0063
O, 0.0094, -0.0011, 0.034
O, -0.0004, -0.013, -0.0107
O, 0.0122, -0.0171, 0.0067
O, 0.018, -0.0264, 0.005
O, 0.0045, 0.0075, -0.0015
O, -0.0119, -0.0178, 0.0105
O, -0.0086, -0.0061, 0.0003
O, 0.0002, 0.0076, -0.0046
O, -0.0017, 0.003, -0.0001
O, 0.0044, 0.0126, 0.0208
O, 0.0076, 0.0108, 0.0205
O, -0.0123, 0.0204, -0.0196
O, -0.0023, 0.0045, 0.0372
O, -0.0071, 0.0009, -0.0356
O, 0.0079, 0.0296, 0.0081
O, -0.0001, 0.0018, -0.0338
O, 0.024, -0.0029, 0.0248
O, -0.0153, 0.0143, 0.0188
O, 0.0257, 0.0002, -0.0134
O, -0.0115, -0.016, -0.0091
O, 0.0242, -0.0022, -0.0042
O, 0.0075, 0.0011, -0.0008
O, 0.0104, -0.0028, -0.0041
O, -0.0034, -0.0062, -0.0162
O, 0.0127, -0.0017, -0.0042
O, 0.0022, -0.0046, -0.0178
H, -0.0121, -0.0079, 0.0207

The program warned: the cutoff lies below the one the program advises for these potential files; the exchange-correlation potential is rough where the density is thin.
